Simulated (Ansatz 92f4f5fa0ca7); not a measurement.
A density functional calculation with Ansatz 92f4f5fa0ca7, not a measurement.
Periodic cell of 278 atoms, Si167O105As1H5, from a study of silicon, its oxide and their interface. The atomic structure is a simulated model.
Doubt: the cutoff is low for norm-conserving oxygen, so forces and energies are approximate.
Doubt: the program's own warning below bears on the result.

Settings: functional HSE06; potential files SPMS norm-conserving; basis plane waves; wave-function cutoff 800 eV; density cutoff ratio 4; exchange-correlation grid ratio 1; k mesh 1 x 1 x 1, Gamma-centred; occupations fixed; spin none; net charge 0.

Cell vectors (angstrom)
a  11.6015  0  0
b  0  13.3963  0
c  0  0  30.9529

Atoms: element, x, y, z (angstrom)
Si  11.6142  -0.1117  24.3322
Si  3.7088  -0.1758  24.2094
Si  7.7819  -0.0995  24.0664
Si  2.0249  3.1258  24.4115
Si  5.9453  3.3499  24.2959
Si  9.8883  3.2474  24.1944
Si  11.6595  6.5829  24.2852
Si  4.0038  6.5666  24.1329
Si  7.7668  6.601  24.3118
Si  1.8972  9.8654  24.2191
Si  5.8178  10.0645  24.1913
Si  9.6887  9.809  24.2416
Si  11.6695  2.0932  25.1995
Si  4.0165  2.0869  25.0043
Si  7.8783  2.1373  24.8927
Si  2.025  5.457  24.9195
Si  5.8557  5.5257  25.1569
Si  9.7225  5.473  25.0141
Si  11.6228  8.7831  25.1124
Si  3.9079  8.8296  24.9132
Si  7.7015  8.8503  25.0256
Si  1.8836  12.0923  25.113
Si  5.7899  12.2787  24.9345
Si  9.6563  12.1195  24.9262
Si  11.6179  2.1648  27.5145
Si  3.9311  2.1515  27.3867
Si  7.7847  2.1744  27.3173
Si  1.9834  5.5115  27.3273
Si  5.8176  5.545  27.4818
Si  9.6921  5.5107  27.386
Si  11.609  8.8567  27.453
Si  3.8769  8.8725  27.3322
Si  7.7232  8.8945  27.3958
Si  1.9177  12.1835  27.4545
Si  5.7963  12.2667  27.3419
Si  9.6512  12.1983  27.3355
Si  1.9776  1.0476  28.1959
Si  5.8563  1.0783  28.1856
Si  9.6669  1.0396  28.1898
Si  11.6388  4.4309  28.189
Si  3.884  4.4001  28.1876
Si  7.76  4.4028  28.183
Si  1.9595  7.7412  28.1756
Si  5.7983  7.79  28.2004
Si  9.6554  7.7548  28.1866
Si  11.5722  11.0987  28.2045
Si  3.8862  11.1063  28.171
Si  7.7153  11.1318  28.1715
Si  1.9336  1.1164  30.558
Si  5.8008  1.1164  30.558
Si  9.6679  1.1164  30.558
Si  0  4.4654  30.558
Si  3.8672  4.4654  30.558
Si  7.7343  4.4654  30.558
Si  1.9336  7.8145  30.558
Si  5.8008  7.8145  30.558
Si  9.6679  7.8145  30.558
Si  0  11.1635  30.558
Si  3.8672  11.1635  30.558
Si  7.7343  11.1635  30.558
Si  0  0  0.3944
Si  3.8672  0  0.3944
Si  7.7343  0  0.3944
Si  1.9336  3.3491  0.3944
Si  5.8008  3.3491  0.3944
Si  9.6679  3.3491  0.3944
Si  0  6.6981  0.3944
Si  3.8672  6.6981  0.3944
Si  7.7343  6.6981  0.3944
Si  1.9336  10.0472  0.3944
Si  5.8008  10.0472  0.3944
Si  9.6679  10.0472  0.3944
Si  11.5791  0.0622  2.7264
Si  3.8942  0.0477  2.7523
Si  7.7036  0.0688  2.7638
Si  1.9359  3.4149  2.7543
Si  5.7623  3.4056  2.7796
Si  9.6182  3.4341  2.7726
Si  11.5577  6.701  2.7671
Si  3.8611  6.748  2.7761
Si  7.7188  6.7681  2.8117
Si  1.9263  10.0454  2.733
Si  5.8093  10.1014  2.798
Si  9.6383  10.1045  2.7739
Si  11.5762  2.3209  3.4322
Si  3.837  2.2694  3.5991
Si  7.6896  2.3076  3.5835
Si  1.9187  5.652  3.5752
Si  5.7872  5.6449  3.6026
Si  9.6165  5.6481  3.6868
Si  11.5714  8.9387  3.4777
Si  3.8697  8.9845  3.5773
Si  7.733  9.0095  3.6738
Si  1.9317  12.3073  3.3655
Si  5.8077  12.3315  3.62
Si  9.6383  12.3694  3.5268
Si  11.5824  2.3991  5.7441
Si  3.838  2.2715  5.9935
Si  7.6193  2.3461  5.9689
Si  1.9087  5.6977  5.9513
Si  5.7504  5.702  5.9896
Si  9.5851  5.6838  6.1431
Si  11.578  8.9625  5.815
Si  3.8663  9.056  5.9637
Si  7.7571  9.1089  6.1124
Si  1.9239  12.3254  5.6638
Si  5.8106  12.4334  6.0213
Si  9.6564  12.4796  5.8875
Si  1.8005  1.1059  6.4956
As  5.7543  1.2212  7.0563
Si  9.6638  1.3719  6.629
Si  11.5891  4.5565  6.6922
Si  3.8178  4.5384  6.7188
Si  7.5896  4.5496  6.9196
Si  1.911  7.95  6.7337
Si  5.7927  7.9539  6.7945
Si  9.7107  7.973  6.8917
Si  11.5753  11.2299  6.408
Si  3.8082  11.3298  6.6499
Si  7.798  11.4163  6.8831
H  3.803  4.5398  8.2206
H  11.6921  4.397  8.1822
O  1.3301  0.6921  8.0307
O  3.5013  11.4978  8.2929
O  7.3103  4.4719  8.5935
O  9.9681  8.1868  8.5592
O  5.7387  7.9395  8.4754
O  1.7994  7.9879  8.3986
O  9.8087  1.7633  8.2431
O  -0.0503  11.0853  8.0429
O  7.9821  11.7056  8.5265
H  0.0847  -0.0297  22.8366
H  0.0189  6.6574  22.791
H  7.6963  6.5852  22.8157
O  5.8709  10.3449  22.5365
O  3.1382  12.9356  22.6348
O  6.0193  3.7969  22.6882
O  1.9531  2.6396  22.8344
O  10.2638  3.265  22.5564
O  7.8937  -0.1663  22.3821
O  1.6643  9.6972  22.5655
O  4.2881  6.4547  22.4819
O  9.6899  9.4385  22.6168
Si  3.0635  9.7109  14.2294
Si  10.6989  7.0702  19.1896
Si  5.4185  12.9206  16.7516
Si  7.3493  5.3335  9.9891
Si  8.9906  8.0623  9.8764
Si  8.7777  4.669  19.4957
Si  2.0393  2.4776  21.2423
Si  11.376  9.8889  19.114
Si  3.5116  0.1033  11.3532
Si  5.2362  2.3866  15.6103
Si  10.7665  12.1282  17.0439
Si  8.0856  3.0329  16.9657
Si  4.1865  6.9935  20.938
Si  6.0322  1.4016  12.6961
Si  6.6897  8.7338  19.8272
Si  11.5731  11.0311  9.6431
Si  8.1942  0.7488  21.0585
Si  3.9518  4.1861  19.7536
Si  8.422  3.1985  11.8291
Si  0.1714  6.3149  14.3225
Si  3.1174  8.8315  17.1249
Si  8.6846  11.9525  9.9797
Si  4.0084  10.8752  9.7134
Si  10.0181  1.4254  9.8171
Si  5.4378  6.7328  11.7919
Si  1.4703  0.5484  16.5317
Si  5.888  10.6469  14.83
Si  1.6971  12.586  13.7481
Si  8.1822  0.0865  18.075
Si  1.2699  6.3058  17.252
Si  6.1799  8.8918  9.7398
Si  1.8167  8.6354  9.8915
Si  7.4373  6.9093  14.2753
Si  6.2659  8.4452  16.7795
Si  2.3076  9.3961  21.0937
Si  1.2353  0.4368  9.6177
Si  9.4051  4.3545  14.5174
Si  7.6823  12.1198  12.8377
Si  9.782  8.4509  12.9637
Si  2.8037  3.4568  16.9438
Si  10.4409  11.4665  13.9329
Si  9.6055  8.9692  21.0784
Si  3.1264  11.8415  18.3067
Si  5.208  10.8586  21.1352
Si  3.4797  -0.2805  21.0355
Si  6.6043  3.5514  21.1981
Si  10.5429  2.6176  21.0744
Si  2.4238  7.1987  12.4425
O  10.0084  3.6913  19.9584
O  6.6132  2.9866  16.256
O  9.7731  1.1764  20.9805
O  4.8397  1.0074  16.401
O  3.7001  10.2424  21.0205
O  11.5253  0.1825  16.9248
O  5.8607  5.6677  10.6061
O  1.8516  2.1019  16.9092
O  7.666  4.7174  20.7179
O  9.1468  13.4987  10.1164
O  3.933  3.3745  15.7512
O  2.4969  11.2126  14.0695
O  0.5041  2.2846  20.7219
O  2.6611  3.8667  20.6871
O  2.5231  9.1535  15.6527
O  8.5514  1.6052  17.6049
O  4.6849  12.2515  18.0394
O  2.2893  7.5291  17.6629
O  7.9971  4.0973  18.1899
O  6.9622  10.9117  13.6519
O  8.3427  8.1339  13.6759
O  1.7452  7.4088  10.9665
O  3.0804  1.2906  20.7623
O  10.5491  11.4476  15.569
O  8.1363  4.6716  11.2401
O  1.1625  9.7263  19.9775
O  6.8494  13.4733  13.1384
O  10.5891  7.6518  20.7528
O  2.4818  13.3679  12.5844
O  6.2937  6.5519  13.17
O  2.6861  0.8913  10.1934
O  5.7011  8.2175  11.1483
O  6.9676  8.3391  18.2565
O  5.5432  7.8123  20.5412
O  2.5411  8.7014  13.0777
O  10.2421  9.9694  13.3202
O  1.9457  4.8496  16.8911
O  4.6973  9.7237  14.1987
O  9.2341  3.5194  15.9087
O  5.4761  2.1523  14.0224
O  7.6928  11.7077  11.2561
O  5.2241  12.0229  15.4014
O  11.5998  1.3195  10.1886
O  3.8841  6.5133  12.2139
O  2.7958  7.8544  20.8541
O  4.6632  8.3367  17.0471
O  5.0257  12.5008  20.9793
O  2.9928  10.2204  18.0151
O  9.375  12.4323  17.7949
O  0.927  12.285  10.0866
O  10.8925  7.469  13.6076
O  9.0685  3.3138  13.3112
O  1.5484  6.2154  13.4241
O  6.9805  12.9845  17.1212
O  6.7764  7.2944  15.7305
O  0.4705  6.7202  15.8818
O  7.023  2.3723  11.8559
O  10.8963  8.488  18.3484
O  10.0431  11.0684  10.1965
O  8.3611  5.6  14.5227
O  0.307  6.1281  18.5878
O  2.68  12.3201  19.8226
O  6.1586  10.2875  19.9329
O  7.7922  9.1708  9.764
O  7.8077  13.3945  19.665
O  6.6142  9.882  16.0794
O  0.5618  9.626  10.1844
O  11.572  11.0525  17.9929
O  4.1028  5.803  19.8252
O  7.3254  2.1086  21.1798
O  4.8001  1.0045  11.7218
O  2.3185  12.7713  17.2643
O  8.2343  6.6459  9.6667
O  10.9385  4.9019  14.3331
O  9.1783  12.369  13.4366
O  1.6803  0.2911  14.9439
O  10.1619  10.2234  20.1669
O  3.9753  12.0114  10.8696
O  8.0803  8.5731  20.6585
O  9.4871  2.577  10.7969
O  0.1792  12.1675  13.3205
O  9.708  8.1876  11.3381
O  5.5451  10.3738  9.5537
O  5.3399  3.4822  20.1969
O  9.3513  6.1418  19.0695
O  3.6754  3.5334  18.3052
O  3.1585  9.5422  10.1073

Results
free energy: -68695.660 eV
free energy less fixed offsets of As -2657.37, H -15.86, O -447.96, Si -113.29 eV per atom: -3.760 eV
gap between the highest filled and lowest empty level on this k mesh: 1.486 eV

The program warned: the cutoff lies below the one the program advises for these potential files; the model core charge is not resolved on the grid; the forces do not sum to zero within the program's tolerance; the exchange-correlation potential is rough where the density is thin.
